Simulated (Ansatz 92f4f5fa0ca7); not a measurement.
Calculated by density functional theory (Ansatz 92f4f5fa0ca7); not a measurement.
Periodic cell of 226 atoms, Si132O92P2, from a study of silicon, its oxide and their interface. The atomic structure is a simulated model.

Settings
functional: PBE
potential files: Ansatz PAW
basis: plane waves
wave-function cutoff: 700 eV
density cutoff ratio: 5
exchange-correlation grid ratio: 1
k mesh: 2 x 2 x 1, shifted by 0.5 0.5 0.5 of a step
self-consistency stop: 5e-08 eV per atom in the density residual
occupations: fixed
spin: none
net charge: 0

Cell vectors (angstrom)
a 10.938 0 0
b 0 10.938 0
c 0 0 31.9494

Atoms: element, x, y, z (angstrom)
P 10.6648 -0.1179 24.0363
Si 4.9917 0.1089 24.6573
Si 2.731 2.3204 24.6576
Si 8.5534 2.2998 24.4964
Si 10.6529 5.5539 24.3212
Si 5.1281 5.6439 24.4379
Si 2.8788 7.9166 24.4076
Si 8.4026 7.8528 24.4111
P 1.3315 1.2586 26.0838
Si 6.7742 1.2965 25.7177
Si 3.9715 4.0388 25.7507
Si 9.6915 3.9182 25.7989
Si 1.2876 6.744 25.6935
Si 6.7952 6.74 25.7548
Si 3.9181 9.4613 25.9439
Si 9.5443 9.5071 25.6832
Si 2.6752 -0.0387 27.3533
Si 8.1815 -0.0618 27.0876
Si 0.1244 2.7246 27.3026
Si 5.4652 2.7388 27.1059
Si 2.6666 5.4365 27.1423
Si 8.208 5.3427 27.0961
Si 0.0013 8.1982 27.0841
Si 5.4884 8.171 27.1704
Si 4.1464 1.3561 28.5423
Si 9.5512 1.3368 28.4955
Si 1.4016 4.1311 28.6321
Si 6.8258 4.0728 28.5199
Si 4.0915 6.8043 28.4986
Si 9.5574 6.8017 28.4431
Si 1.2957 9.5117 28.5996
Si 6.8526 9.5488 28.5275
Si -0.0354 -0.0009 29.9143
Si 5.4972 -0.0155 29.905
Si 2.7675 2.7171 29.9171
Si 8.2007 2.7201 29.8838
Si -0.0223 5.4965 29.9044
Si 5.4649 5.4579 29.8862
Si 2.7437 8.1775 29.8994
Si 8.2229 8.1743 29.8713
Si 1.3673 1.3673 31.2657
Si 6.8362 1.3673 31.2657
Si 4.1018 4.1018 31.2657
Si 9.5708 4.1018 31.2657
Si 1.3673 6.8362 31.2657
Si 6.8362 6.8362 31.2657
Si 4.1018 9.5708 31.2657
Si 9.5708 9.5708 31.2657
Si 2.7345 0 0.6835
Si 8.2035 0 0.6835
Si 0 2.7345 0.6835
Si 5.469 2.7345 0.6835
Si 2.7345 5.469 0.6835
Si 8.2035 5.469 0.6835
Si 0 8.2035 0.6835
Si 5.469 8.2035 0.6835
Si 4.0966 1.3782 2.0605
Si 9.5955 1.3475 2.0424
Si 1.3505 4.1363 2.0537
Si 6.8262 4.1329 2.0432
Si 4.0893 6.8473 2.0427
Si 9.5736 6.8388 2.0607
Si 1.357 9.6023 2.0543
Si 6.8262 9.612 2.0453
Si 0.0335 0.0383 3.4729
Si 5.4818 0.0385 3.4476
Si 2.716 2.7701 3.3986
Si 8.2532 2.7775 3.3376
Si 0.0261 5.5169 3.4698
Si 5.4735 5.5244 3.4234
Si 2.7343 8.2408 3.3927
Si 8.2409 8.2845 3.3803
Si 1.3787 1.457 4.8448
Si 6.91 1.4719 4.7216
Si 4.0604 4.1514 4.7488
Si 9.599 4.0778 4.773
Si 1.3662 6.9722 4.8354
Si 6.8401 6.9876 4.7243
Si 4.0933 9.5721 4.7829
Si 9.6215 9.5771 4.8324
Si 2.7572 0.0311 6.1321
Si 8.2927 0.1148 6.0837
Si 0.0135 2.7972 6.3008
Si 5.5112 2.8333 6.0583
Si 2.7512 5.5863 6.1257
Si 8.2525 5.593 5.9481
Si 0.0456 8.3033 6.362
Si 5.4971 8.2989 6.214
Si 4.4238 1.1776 7.3155
Si 9.8082 1.1443 7.6119
Si 1.1756 4.5023 7.4943
Si 6.6385 4.5368 7.234
Si 4.3215 6.6971 7.524
Si 9.7277 6.6092 7.489
Si 1.2771 9.9365 7.6927
Si 6.718 9.9616 7.4033
O 9.4265 1.022 23.809
O 4.0568 6.8246 23.9204
O 3.8619 1.2256 24.1459
O 9.4866 6.6784 23.8941
O -0.0256 5.5462 8.0073
O 5.5718 0.1253 7.9035
O 0.0705 0.0865 8.1382
O 5.5322 5.6067 7.8683
O 7.5927 3.947 8.4221
O 8.7222 7.0401 8.7472
O 2.1735 9.4462 9.0303
O 8.8852 1.6645 8.9119
O 7.6119 9.4658 8.7026
O 3.6039 1.82 8.5819
O 3.5748 7.2095 8.9268
O 2.0647 4.011 8.8048
O 8.1188 3.4333 23.3591
O 0.3971 4.9199 22.9244
O 1.739 2.7149 23.4078
O 5.8227 4.9003 23.1312
O 5.4047 10.0633 23.4084
O 2.1774 8.6288 23.0791
O -0.3416 9.6608 22.7707
O 7.6589 8.5568 23.1069
Si 8.6249 7.6333 18.3942
Si 8.7812 6.3365 13.6284
Si 3.7878 1.4986 14.7088
Si 2.1256 5.6495 17.6231
Si 2.3849 3.0624 19.546
Si 9.8084 9.0107 12.0793
Si 1.0869 9.2212 22.0115
Si 9.1721 0.9515 13.1964
Si 1.4116 5.0233 13.0124
Si 1.7883 8.2195 12.8029
Si 6.5789 9.558 22.4097
Si 4.5274 4.5495 15.6931
Si 8.2019 3.0054 9.5737
Si 0.8106 8.1482 19.1803
Si 6.917 1.3325 21.0873
Si 8.2182 8.3003 9.6657
Si 10.8607 5.1328 15.5863
Si 7.5486 9.4577 16.2929
Si 9.885 2.0361 20.2871
Si 3.2075 8.4917 9.9038
Si 6.6632 3.2995 17.4153
Si 1.0652 0.1298 19.818
Si 3.2293 2.7893 12.2862
Si 7.1848 5.3498 19.6839
Si 5.7425 8.6452 11.5346
Si 5.7804 6.0532 13.2013
Si 4.6221 9.6628 17.603
Si 0.9669 3.5398 22.2255
Si 4.8652 1.4339 18.7978
Si 3.1921 3.078 9.5082
Si 6.4509 10.7953 13.7695
Si 10.3364 0.0779 15.9692
Si 5.6567 3.641 11.1505
Si 9.8396 3.8818 11.8922
Si 2.3342 9.8901 15.527
Si 6.0641 8.0866 19.7815
Si 6.9094 3.9414 22.3834
Si 9.7251 2.7242 17.369
O 7.1918 6.3539 13.9731
O 1.8877 6.9987 18.6097
O 10.2319 3.9568 16.4748
O 6.1503 9.9348 17.0279
O 10.1362 0.6985 14.4784
O 8.4053 6.0569 18.8307
O 5.1641 0.6487 14.4094
O 5.6643 2.0221 17.5129
O 8.2992 1.9575 20.5443
O 1.9678 4.2348 18.4654
O 6.9592 2.7885 10.6332
O 4.8654 2.6854 12.2094
O 6.0307 4.343 16.3299
O 4.5587 3.9121 9.936
O 10.6563 2.7122 21.5628
O 9.7167 6.1263 14.9639
O 5.9869 6.4521 19.8527
O 4.0611 0.1146 18.2786
O 9.2653 10.5364 12.2799
O 2.8473 4.329 12.7071
O 1.6893 10.5696 21.2645
O 3.96 2.6557 19.4034
O 0.7213 10.0092 15.9457
O 1.214 9.7372 18.8349
O 1.6838 1.5772 19.3435
O 8.932 10.3287 16.4797
O 4.871 8.526 18.7527
O 9.5598 8.7379 10.4878
O 6.6922 4.0458 18.8605
O 2.8346 1.6795 13.3821
O 5.7948 8.7659 21.2268
O 2.536 2.4349 10.8609
O 7.592 4.8094 21.172
O 5.2077 7.4614 12.5562
O 0.4284 9.0362 12.4883
O 7.5774 1.0391 13.5676
O 7.1 9.6044 14.7202
O 8.9779 5.0153 12.685
O 8.041 7.9812 16.8749
O 6.1708 2.5482 21.9088
O 2.4534 9.0365 14.0923
O 0.4228 4.4732 11.8357
O 0.7786 8.0971 20.8374
O 9.3812 3.8147 10.3383
O 9.6557 2.3699 12.526
O 7.6128 8.5087 19.3658
O 2.5431 8.1312 11.3535
O 3.9783 3.0163 15.3427
O 0.802 4.4347 14.4054
O 10.0385 2.9853 18.9543
O 9.1379 7.7864 12.9493
O 10.4142 0.5045 20.0218
O 6.0255 5.0232 11.936
O 8.1193 2.6725 17.0512
O 3.5215 5.3832 16.7329
O 4.6562 9.1104 10.3832
O 1.5256 6.6428 13.1805
O 4.7559 5.4681 14.3463
O 2.0508 3.7333 21.0079
O 10.5256 1.3535 16.9741
O 0.9325 5.9528 16.5516
O 7.3134 10.929 21.9156
O 5.9116 0.8794 19.9073
O 6.0763 10.01 12.3798
O 2.8401 0.5117 15.5841
O 7.0412 7.9832 10.7634
O 10.2222 7.9301 18.5823
O 3.4324 9.1604 16.5573

Results
free energy: -137765.160 eV
free energy less fixed offsets of O -569.03, P -756.45, Si -635.61 eV per atom: -0.980 eV

Forces (eV/angstrom), in the order of the atoms: element, x, y, z
P 0.0513 0.0507 -0.0486
Si -0.0271 0.0077 0.0075
Si -0.0096 0.0099 0.0086
Si -0.0077 0.0138 -0.0078
Si 0.0082 -0.0177 -0.044
Si 0.0166 0.009 -0.0216
Si 0.0294 0.0105 -0.0225
Si -0.0254 -0.0349 -0.0588
P -0.1159 -0.1326 -0.0389
Si 0.0066 0.0022 0.0015
Si -0.0058 -0.0036 -0.0046
Si 0.0194 0.0327 -0.0052
Si 0.0135 -0.0126 0.0177
Si -0.0279 -0.0164 -0.0111
Si -0.0144 0.0249 -0.0174
Si 0.0682 0.078 0.0272
Si 0.0503 -0.0227 -0.0328
Si -0.0176 0.0179 0.0063
Si -0.0219 0.0633 -0.0073
Si 0.0144 -0.0198 -0.0222
Si -0.003 0.0065 -0.004
Si -0.0021 -0.0005 -0.0102
Si 0.0381 -0.0116 0.0143
Si -0.0054 -0.0149 -0.0091
Si 0.0039 0.0152 -0.0036
Si -0.0257 -0.0364 -0.0211
Si -0.0028 0.011 0.0122
Si -0.0223 -0.0079 -0.0082
Si -0.0192 -0.0251 -0.0164
Si 0.0069 -0.0032 0.0046
Si -0.0368 -0.0278 -0.0018
Si -0.0048 -0.0026 0.009
Si 0.0009 0.0002 0.0011
Si -0.0078 0.0065 -0.0021
Si 0.0253 0.0028 0.0072
Si 0.0118 -0.0223 0.0066
Si 0 0.0027 -0.0003
Si 0.0013 0.0042 0.0046
Si -0.0022 -0.0024 -0.0033
Si -0.0011 0.0081 0.0211
Si 0.0501 0.0001 -0.0469
Si 0.1752 -0.0103 0.071
Si 0.1246 -0.0427 0.134
Si -0.1083 -0.0577 -0.1004
Si -0.0017 0.0351 0.1093
Si 0.0576 -0.0176 -0.1639
Si 0.0254 -0.037 -0.0683
Si -0.2213 -0.201 0.0687
Si -0.0011 0.0598 -0.0055
Si -0.0172 0.07 -0.1221
Si 0.0687 0.0894 -0.0035
Si -0.0153 0.1078 0.0625
Si -0.0413 -0.0071 -0.0878
Si -0.008 0.0901 -0.0436
Si 0.0626 0.1022 0.1004
Si 0.0309 0.1168 0.0344
Si 0.0029 -0.0074 0.0017
Si -0.0046 -0.0025 0.0091
Si -0.0004 0.0073 -0.0016
Si -0.003 0.0068 0.0098
Si -0.0043 -0.012 0.0001
Si 0.0006 -0.0043 0.0039
Si -0.0022 0.0106 0.0053
Si 0.0065 0.0062 0.003
Si 0.006 0.0003 0.0047
Si 0.0073 -0.004 0.0224
Si -0.0072 -0.0007 0.011
Si 0.0122 0.0072 0.0007
Si 0.0137 0.003 0.0149
Si -0.0015 0.007 0.0138
Si 0.0003 0.0002 0.016
Si 0.0083 0.0157 0.0139
Si -0.0192 0.0008 -0.0088
Si 0.0006 -0.0069 0.0159
Si -0.0005 0.0077 0.0078
Si 0.011 -0.0174 0.0104
Si -0.0114 0.004 -0.0028
Si -0.0181 0.001 0.0041
Si 0.0012 -0.002 -0.0003
Si 0.0119 -0.0124 -0.0057
Si 0.0036 -0.0114 0.0182
Si 0.0004 0.0072 0.0161
Si -0.0083 -0.0123 -0.0273
Si -0.0008 -0.0057 -0.0012
Si 0.0051 0.0012 0.019
Si -0.007 0.0069 0.0229
Si -0.0009 -0.009 -0.0202
Si -0.0059 -0.0037 -0.0081
Si -0.0086 -0.013 0.0216
Si -0.0215 -0.0212 0.0243
Si 0.0136 0.0192 0.0299
Si 0.0113 0.0143 0.0202
Si -0.0111 -0.0188 0.0149
Si -0.0288 -0.0305 0.0205
Si 0.0152 0.0219 0.0273
Si 0.0085 0.0177 0.024
O 0.0062 -0.0043 0.0054
O -0.0141 0.0114 -0.0112
O 0.0161 -0.0178 -0.0628
O 0.0166 -0.0094 -0.0174
O -0.0025 -0.001 0.0217
O 0.0054 0.0007 0.0297
O -0.0006 -0.0029 0.0199
O 0.0017 0.0028 0.0279
O -0.0168 -0.0164 0.0092
O 0.0237 0.0206 -0.0015
O -0.0198 -0.0126 -0.0092
O 0.027 0.0175 -0.011
O -0.0193 -0.0257 0.0065
O 0.0185 0.0183 0.0069
O 0.015 0.0176 -0.0039
O -0.0123 -0.0153 -0.0042
O -0.0293 -0.0243 -0.0331
O -0.0343 0.0055 0.0305
O -0.0016 0.0538 -0.0501
O 0.008 -0.0054 0.0014
O 0.0311 0.0058 -0.0104
O -0.0152 -0.0132 0.0069
O 0.0233 -0.0102 0.0295
O 0.0129 -0.0111 0.0087
Si -0.0009 -0.0032 -0.0034
Si -0.0075 -0.001 0.0168
Si -0.0067 -0.0049 0.004
Si 0.0015 -0.0015 -0.0057
Si 0.005 0.0043 0.0137
Si 0.0019 -0.0046 -0.0035
Si 0.0031 0.0091 -0.0071
Si -0.0001 -0.0014 0.0026
Si -0.0006 -0.0027 0.0026
Si 0.0011 -0.0008 0.0062
Si -0.0181 0.0248 -0.0108
Si -0.0003 0.0017 0.0012
Si -0.007 0.0048 -0.006
Si -0.0066 0 -0.003
Si 0.0023 0.0001 0.0048
Si -0.0014 -0.0014 -0.0059
Si -0.003 0.0013 0.0033
Si 0.0004 -0.0065 -0.001
Si 0.0018 -0.0015 0.0126
Si 0.0067 -0.0036 0.0036
Si -0.0022 -0.0043 -0.0028
Si -0.008 -0.0017 0.0162
Si -0.0043 -0.006 -0.0003
Si 0.0013 -0.0059 0.0015
Si -0.0007 0 0.0006
Si -0.002 0.0006 0.0048
Si -0.0102 -0.0006 0.0069
Si 0.017 -0.0289 0.0161
Si -0.0007 -0.0027 0.0023
Si 0.0045 -0.0053 -0.0063
Si -0.0012 -0.0019 -0.0004
Si 0.0039 0.0074 0.0001
Si -0.002 -0.0046 -0.0027
Si 0.0012 -0.0012 -0.0088
Si 0.0026 -0.0026 -0.0023
Si -0.01 -0.0016 0.0046
Si 0.0045 -0.0146 0.0008
Si -0.001 -0.0007 0.0013
O -0.0105 -0.0044 -0.0235
O -0.0146 0.008 0.0151
O 0.0034 -0.002 -0.0036
O -0.0004 -0.0086 0.0025
O -0.0192 -0.0096 0.0055
O -0.0295 0.0161 0.0106
O -0.0056 -0.0078 -0.0083
O 0.0007 0.0044 0.0267
O -0.0044 -0.0142 0.007
O 0.0034 0.0025 0.0125
O -0.0053 0.0188 -0.0006
O -0.0136 0.0244 -0.0243
O -0.022 -0.0175 0.0099
O -0.0135 -0.0302 0.0217
O -0.0036 -0.0009 -0.0213
O 0.0035 -0.0217 -0.0181
O 0.0311 0.0072 -0.0066
O 0.0225 -0.0228 -0.0088
O 0.0081 0.0066 0.0178
O -0.0143 -0.0227 -0.0017
O -0.0376 -0.0306 -0.0224
O 0.0024 -0.0062 -0.012
O -0.0141 -0.0026 -0.0056
O -0.0025 -0.0101 0.0259
O -0.0075 0.0019 -0.0015
O -0.0028 0.0001 -0.0206
O 0.0056 0.0103 0.006
O -0.0196 -0.0106 0.0161
O 0.0052 0.0039 -0.0141
O 0.0147 0.0185 -0.0089
O 0.0248 -0.0074 -0.0118
O 0.0296 0.0259 0.0114
O -0.0224 -0.0005 0.0058
O 0.0276 -0.0063 -0.0032
O -0.0072 -0.0196 -0.0026
O 0.007 -0.0248 0.008
O 0.006 0.0222 -0.0072
O 0.0238 -0.0054 0.0022
O -0.0055 0.0058 0.0172
O 0.0188 0.0075 -0.0092
O -0.0134 -0.0056 0.0079
O -0.002 -0.0009 0.0177
O 0.0095 0.0353 -0.0031
O -0.0216 -0.0193 0.0175
O -0.0214 -0.0003 -0.0061
O -0.0088 -0.0297 -0.0062
O -0.0113 0.0028 -0.0146
O -0.0006 0.006 -0.0133
O -0.0031 0.0224 -0.0044
O -0.0061 -0.0193 -0.0099
O -0.0035 -0.0066 -0.0156
O 0.0143 0.0143 0.0005
O -0.012 -0.0044 0.0092
O 0.0006 0.0079 0.0182
O -0.0024 -0.0133 -0.0133
O 0.0118 -0.0166 0.0048
O 0.0003 -0.002 -0.0057
O 0.0095 -0.0086 0.0033
O -0.0129 -0.0182 -0.0148
O -0.0119 0.0058 -0.0047
O -0.0008 -0.0227 -0.0132
O -0.0148 -0.0154 -0.014
O 0.0015 0.0209 -0.0013
O -0.0031 -0.0125 0.0078
O 0.0068 0.0002 -0.0008
O -0.006 0.0204 -0.0022
O 0.0095 -0.005 0.012
O 0.0052 0.0122 0.0042

The program warned: the cutoff lies below the one the program advises for these potential files; the exchange-correlation potential is rough where the density is thin.
